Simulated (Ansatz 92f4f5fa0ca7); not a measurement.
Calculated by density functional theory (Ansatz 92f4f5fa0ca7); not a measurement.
Periodic cell of 220 atoms, Si132O88, from a study of silicon, its oxide and their interface. The atomic structure is a simulated model.

Settings
functional: r2SCAN
potential files: Ansatz PAW
basis: plane waves
wave-function cutoff: 800 eV
density cutoff ratio: 5
exchange-correlation grid ratio: 1
k mesh: 1 x 1 x 1, shifted by 0.5 0.5 0 of a step
self-consistency stop: 1e-10 eV per atom in the density residual
occupations: fixed
spin: none
net charge: 0

Cell vectors (angstrom)
a 10.88 0 0
b 0 10.88 0
c 0 0 32.0818

Atoms and the computed forces on them: element, x, y, z (angstrom), force x, y, z (eV/angstrom)
Si 0.1362 -0.1216 -0.4937 -0.0822 -0.0447 0.1606
Si 2.7332 2.5767 0.1048 -0.0179 0.0717 0.1329
Si 0.9184 4.8539 -0.9071 -0.0367 -0.1339 -0.0819
Si 2.4641 8.638 -0.0812 -0.0171 0.0632 -0.0616
Si 4.9431 0.4568 -0.1847 0.0117 0.0281 0.0225
Si 9.4946 4.7326 -0.6786 -0.0565 0.029 0.0242
Si 5.2937 5.21 -0.2022 -0.0474 0.0433 0.1434
Si 8.1667 7.6713 -0.1474 -0.0201 -0.0779 0.2025
Si 1.1413 1.3067 1.1879 0.0286 0.0287 0.0656
Si 4.0654 4.0215 1.3807 -0.0719 -0.0759 -0.0106
Si 1.5366 6.9214 1.3269 0.0684 -0.0891 0.1513
Si 4.0014 9.7636 1.3047 0.0497 0.0267 0.0532
Si 7.1663 1.8156 1.4326 0.0197 -0.0025 0.0768
Si 8.9159 3.6628 1.3582 -0.0551 -0.0371 0.1442
Si 6.5691 6.6974 1.216 0.0121 0.0447 0.0016
Si 9.486 9.4261 0.9151 0.0128 -0.0179 -0.0435
Si -0.1264 2.7382 2.5517 -0.0493 0.0453 -0.0148
Si 2.5499 0.0613 2.6667 0.0016 0.0615 0.0562
Si -0.0572 8.1879 2.5062 -0.0117 -0.0158 -0.0024
Si 2.8304 5.5303 2.7122 -0.0605 0.0122 -0.0447
Si 5.4614 2.7596 2.7621 0.056 -0.0048 0.0364
Si 8.2494 -0.0216 2.4602 -0.0396 0.0259 0.0431
Si 5.3721 8.242 2.5376 0.0284 0.0022 0.037
Si 7.9671 5.391 2.6457 -0.0447 -0.0289 -0.0273
Si 1.319 4.1162 3.8894 0.0171 0.0619 -0.0088
Si 4.0232 1.3678 3.9878 -0.0293 -0.044 0.012
Si 1.2858 9.4932 3.9763 0.0526 -0.0149 0.0299
Si 4.1493 6.8823 4.0442 -0.0073 0.0076 0.0065
Si 6.7432 4.1146 4.1486 0.0282 0.0047 0.0057
Si 9.5389 1.3075 3.9623 0.0342 -0.0204 0.0009
Si 6.8226 9.5545 3.8568 -0.0395 0.0405 0.0067
Si 9.4591 6.7861 3.8657 0.0509 0.0114 0.0001
Si 0.0001 -0.0065 5.359 0.0006 -0.0094 -0.0209
Si 2.6827 2.7689 5.3046 0.026 0.0426 -0.0237
Si -0.0353 5.4514 5.2764 0.0067 -0.0038 -0.0104
Si 2.7024 8.1801 5.343 -0.0436 -0.0111 0.0323
Si 5.4451 -0.0073 5.2854 -0.0139 -0.0374 0.0039
Si 8.172 2.6801 5.3442 -0.0095 -0.0153 0.0039
Si 5.4399 5.5093 5.4445 -0.0084 -0.0046 -0.0073
Si 8.1533 8.1711 5.2575 -0.0081 -0.0077 -0.0135
Si 1.377 1.3713 6.6794 -0.0086 -0.0407 -0.0242
Si 4.0626 4.0912 6.6943 0.0055 0.0323 -0.0126
Si 1.3561 6.7765 6.6701 0.0049 0.004 0.0104
Si 4.101 9.5287 6.6878 0.0203 -0.0171 0.0011
Si 6.8063 1.3288 6.6914 -0.0038 0.0367 0.0072
Si 9.5419 4.0617 6.6834 -0.0004 -0.0106 0.0133
Si 6.8525 6.8423 6.7166 0.0067 -0.0588 -0.0074
Si 9.5232 9.4893 6.6635 0.0002 0.045 -0.0338
Si 0.0341 2.7086 8.0586 0.0094 0.0506 -0.0105
Si 2.7524 0.0319 8.0401 0.0086 0.0444 -0.0016
Si 0.0171 8.15 8.0312 -0.0187 -0.0106 0.0133
Si 2.7382 5.437 8.0526 -0.0197 -0.0322 0.001
Si 5.446 2.7167 8.0311 0.0125 -0.0226 -0.013
Si 8.2024 -0.0287 8.0355 -0.0072 -0.0516 0.013
Si 5.4798 8.1761 8.0589 0.0055 0.0061 0.0053
Si 8.1805 5.4259 8.0502 0.0032 0.0399 0.0108
Si 1.4384 4.0371 9.408 0.0085 0.047 0.0073
Si 4.1144 1.3703 9.4228 -0.0117 -0.0277 -0.0105
Si 1.4015 9.5241 9.3765 -0.0148 -0.0336 -0.0176
Si 4.1347 6.784 9.3981 0.0072 -0.0335 0.0138
Si 6.81 4.0547 9.4088 0.0214 0.0001 0.0043
Si 9.5739 1.3168 9.4114 -0.0112 0.021 0.0135
Si 6.8694 9.507 9.4115 -0.0088 0.017 0.011
Si 9.5535 6.7788 9.3956 0.0307 -0.032 0.0082
Si 0.0934 -0.0139 10.8058 0.0201 0.0099 0.0137
Si 2.7946 2.7167 10.8444 0.005 -0.0036 0.0482
Si 0.0842 5.4209 10.6905 -0.0123 0.0006 -0.0347
Si 2.7939 8.1794 10.7139 -0.0095 0.0528 0.0244
Si 5.5084 -0.0023 10.7233 0.0158 -0.0358 -0.0003
Si 8.1806 2.6638 10.742 0.0153 0.0243 0.0408
Si 5.4602 5.4077 10.8028 -0.036 -0.0014 -0.0077
Si 8.2192 8.1368 10.79 -0.0247 -0.027 0.0161
Si 1.5297 1.2756 12.2252 -0.0417 0.0417 -0.0468
Si 4.1 4.1051 12.2637 0.0637 -0.0091 -0.0458
Si 1.4065 6.8296 12.0191 -0.0381 -0.0684 -0.008
Si 4.2344 9.4712 12.0725 0.0536 0.0143 -0.0152
Si 6.7933 1.3352 12.1477 -0.0372 0.0393 0.0058
Si 9.6709 3.9817 11.9914 0.0085 -0.0353 -0.0518
Si 6.8843 6.7219 12.1379 -0.018 0.0272 0.0175
Si 9.5929 9.5089 12.1507 0.0003 -0.014 0.0051
Si -0.0153 2.5356 13.4533 -0.0338 -0.1327 -0.0463
Si 3.0062 -0.077 13.5397 -0.0364 0.0161 -0.0141
Si 0.1116 8.1478 13.4624 -0.0484 0.0804 -0.0378
Si 2.6422 5.5354 13.517 0.0626 -0.0493 0.0428
Si 5.6072 2.8329 13.5963 0.0513 0.1109 -0.125
Si 8.141 -0.0831 13.4674 -0.0273 -0.0138 0.0347
Si 5.504 8.063 13.4886 -0.0013 -0.054 -0.0517
Si 8.4042 5.3723 13.3361 -0.0029 -0.0136 -0.0312
Si 0.8807 4.9457 15.0224 -0.0007 0.1475 -0.0628
Si 4.3874 0.7018 15.3775 0.0738 -0.005 -0.0372
Si 1.7652 9.2759 14.6987 0.1081 -0.0258 -0.1143
Si 3.854 7.021 14.8041 -0.0676 -0.0665 -0.2105
Si 7.3749 3.8648 14.7472 -0.0485 0.0061 -0.1393
Si 9.3259 1.4177 14.7749 0.0952 -0.0745 -0.2137
Si 6.7243 9.5118 14.8329 0.0022 -0.0528 -0.1367
Si 9.9518 6.4545 14.6732 0.0275 -0.0193 0.0189
Si -4.4842 9.5029 29.9432 0.0089 -0.0284 0.0913
Si -1.4556 -2.6592 19.9025 0.0029 -0.009 -0.0441
Si 5.7283 5.5358 16.867 0.0126 -0.0363 -0.1353
Si 8.7568 8.2704 16.7932 0.0048 -0.0352 -0.1186
Si 5.0804 -2.8149 22.5883 -0.0037 -0.0368 -0.0283
Si -1.9017 -0.5455 24.6622 0.0266 0.028 -0.0024
Si -0.339 10.8287 16.2516 -0.0374 -0.1024 -0.0149
Si 8.52 -0.3182 21.6344 0.0246 0.0099 -0.0032
Si 4.1472 3.9912 18.982 -0.0395 -0.0238 -0.0848
Si 5.2398 15.5908 25.8076 -0.0074 0.0025 -0.0779
Si 0.8272 1.3486 18.6444 0.0083 0.0537 0.031
Si 3.7741 -4.6263 20.6093 -0.0605 -0.0336 -0.0315
Si 1.8792 2.3039 23.5457 -0.0682 0.0856 -0.01
Si -4.9584 7.3006 19.1081 -0.0275 -0.0273 -0.0512
Si 4.5456 8.4031 25.6915 0.0062 -0.047 0.0539
Si 1.2139 -6.4822 18.0663 0.0006 -0.0048 -0.0555
Si 7.3823 6.6042 21.5186 0.0319 -0.0679 -0.0005
Si -7.0352 0.9365 18.5554 -0.0473 0.0421 -0.1254
Si -12.2849 8.8371 27.0563 -0.0093 -0.0579 0.0093
Si 0.0609 -6.4461 22.6712 -0.1242 0.0028 0.1206
Si -1.1678 -6.5361 24.6299 0.0592 0.0549 -0.1345
Si 0.6553 6.2704 20.3746 -0.0331 -0.0633 -0.0094
Si 5.7151 -0.9062 20.4257 0.021 0.0189 -0.0538
Si 10.6104 1.796 21.5254 0.0375 0.1173 -0.02
Si -3.5943 1.113 28.4816 0.0298 -0.0218 0.0347
Si 2.7892 6.4061 26.9202 -0.0228 -0.0505 0.0766
Si 0.0398 1.7447 25.8044 -0.0165 0.0608 0.001
Si 6.8687 4.4102 23.5417 0.0742 -0.0065 0.0471
Si 4.8992 2.3524 24.0684 -0.0036 0.0479 0.0066
Si 6.0755 0.1329 25.7798 0.0342 0.0745 0.0239
Si 7.6358 5.0481 27.9437 -0.0201 0.0416 0.0461
Si -0.6499 11.489 28.4949 -0.0002 -0.0126 0.0974
Si 10.4544 5.9982 26.8609 0.0041 -0.0118 -0.0721
Si 7.2507 3.752 29.7866 0.0754 0.0298 0.1024
Si 6.6099 7.8417 27.678 0.0442 -0.0025 0.0462
Si 13.9551 6.5632 29.9859 0.05 -0.0472 0.0988
O -0.2021 0.5526 -1.9921 0.0055 0.0397 -0.1059
O 1.3315 -1.2152 -0.6889 0.098 -0.0864 -0.0197
O 9.2751 5.0884 -4.4643 0.0113 -0.0052 0.0135
O -0.6436 7.4827 -4.6556 0.0034 0.0077 0.0124
O 1.2356 5.8459 -5.1567 -0.0228 -0.0013 -0.0099
O -3.5517 8.4993 -1.2841 -0.0427 0.036 -0.1028
O -5.1611 19.5278 -3.3263 0.0059 -0.0213 -0.0564
O -3.5251 10.6383 -2.741 -0.0011 0.0086 -0.0172
O 5.2133 -0.6117 -1.3733 -0.0236 0.0094 -0.0995
O 3.8062 1.5528 -0.6397 0.0074 -0.0856 -0.0072
O 1.8636 3.5186 -0.9369 0.003 -0.0089 -0.0588
O 8.77 3.7051 -1.7182 0.0267 -0.072 -0.0698
O 6.3565 4.3303 -1.0651 0.0127 -0.0546 -0.1041
O 11.7767 5.6059 0.5385 0.0199 0.1612 0.1905
O 8.9585 6.3242 -0.7531 0.0793 0.0691 -0.0556
O 7.2073 17.4227 -3.69 -0.0255 -0.0133 -0.0348
O -1.1337 -1.4432 16.3218 0.0947 0.0622 -0.0161
O -7.4097 -8.7424 23.3349 0.0198 -0.0386 -0.0347
O 3.9995 0.8204 16.9472 -0.046 -0.0056 0.0868
O -2.5363 2.6555 15.3406 0.0129 0.0007 0.1293
O 0.6588 14.2392 14.7239 0.0226 -0.0133 -0.0453
O -3.9129 10.7093 21.1645 -0.0134 0.0081 0.0035
O 4.482 6.1044 16.0048 0.0539 -0.0124 0.1106
O 7.349 8.7402 16.1303 0.0157 -0.033 0.0601
O 6.8271 4.8008 15.9624 -0.0164 0.0269 0.1034
O 5.3094 4.4629 17.9827 -0.0081 -0.0299 0.0653
O 11.8827 5.0989 16.6351 -0.0442 0.005 0.0066
O 4.7905 2.1972 14.8914 0.0076 0.0124 0.0003
O 5.6762 10.6059 15.4221 -0.0282 0.058 0.0247
O 8.7973 8.1323 18.4063 -0.0269 -0.0126 0.032
O 9.2762 6.8931 16.1194 -0.0368 0.0292 0.0843
O 8.7523 -3.6558 20.9855 -0.0122 -0.0151 0.0261
O 2.8054 -2.7086 15.3853 -0.0575 0.0437 0.0694
O -10.0287 2.832 18.0108 -0.0071 -0.0207 -0.02
O 4.3297 -3.7451 19.3504 0.0319 0.0211 -0.0247
O 11.8109 1.4141 22.5591 0.0471 -0.0669 0.0066
O 12.0314 10.3464 15.7835 -0.1369 0.0687 0.0425
O -1.0067 0.7773 24.9993 -0.0122 -0.0387 -0.0187
O 17.229 -2.0687 19.4718 0.0182 0.0286 0.006
O 4.7689 3.2059 25.4325 0.0116 -0.0098 0.0199
O 8.8123 -0.9514 23.1052 -0.0061 -0.0122 -0.0115
O 2.7799 4.5154 18.3389 0.0724 0.0223 0.0055
O 1.4785 1.8225 25.0463 0.001 -0.0459 0.039
O 6.5571 6.2751 20.1802 -0.0114 -0.0135 -0.0042
O -15.899 16.222 24.4261 -0.0069 0.0149 0.009
O -1.7153 1.1485 21.7835 -0.0268 -0.0268 0.0062
O 4.6458 -2.5132 24.0902 -0.0168 0.0263 -0.0074
O 10.6985 0.489 17.7493 -0.0216 -0.0035 0.0332
O 7.4783 10.4643 25.2265 -0.0036 -0.0076 0.005
O -8.6668 -4.4166 20.5486 0.0665 0.0404 0.0074
O 4.7953 10.8562 19.44 0.0422 -0.0391 0.0452
O -1.5823 -12.0455 20.4926 -0.0074 0.0099 0.014
O 11.0208 -5.0562 21.853 0.0024 0.0485 -0.0537
O -0.578 3.2402 25.6788 0.0368 -0.08 0.0398
O -4.52 6.8157 17.6417 0.0229 0.0585 -0.0027
O 4.211 2.405 19.1024 0.0333 0.0066 0.0509
O 8.1406 3.9779 24.4512 -0.0774 -0.042 0.0505
O 4.2159 4.6968 20.4384 0.0271 0.0116 0.0386
O 4.7998 9.3322 21.6066 -0.0254 -0.0034 0.0465
O -1.1677 -1.7327 25.4864 0.0048 0.0098 -0.0254
O 6.6616 7.7066 22.4657 -0.0022 0.0467 0.0455
O 0.0669 -3.1872 19.8817 0.0051 0.0292 0.0036
O 0.3718 -5.7282 19.224 -0.0238 0.0323 0.061
O -0.5062 3.3826 21.5775 -0.0104 -0.0447 -0.0248
O -7.7987 7.8319 26.1473 0.0156 0.0405 -0.0407
O 5.9939 13.9857 23.1132 -0.042 -0.0458 -0.0398
O 11.1917 1.3094 27.3612 0.0107 -0.0074 -0.0116
O 0.1872 -9.5274 20.0857 -0.0093 -0.031 0.0111
O -0.8677 -5.0804 25.3104 0.0093 0.1347 0.0947
O 5.4562 0.9272 24.5288 0.0157 -0.0417 0.0146
O 4.2752 6.7772 22.0456 0.0129 0.0288 0.0318
O 12.3957 14.7467 23.2066 0.0524 -0.0421 0.0217
O 8.853 1.4409 28.2411 -0.0014 0.0364 -0.0265
O -2.9991 -2.1455 27.2685 -0.0175 0.0043 -0.0041
O 6.415 11.8587 27.1259 -0.0366 -0.0119 -0.0399
O 3.8365 5.3578 26.2664 -0.0167 0.0184 0.0165
O 13.1574 0.665 18.8051 0.0235 -0.044 -0.0051
O 4.2253 -5.1372 30.7669 0.024 0.0244 -0.0647
O 4.9527 -0.9804 26.1619 -0.0215 -0.0096 0.0231
O 3.1058 8.0338 30.6319 0.048 0.0435 -0.0638
O 1.6064 5.8868 30.1325 -0.0091 0.0549 -0.0099
O -11.6982 -0.9289 28.0501 -0.0115 -0.0313 -0.0247
O 5.6961 -3.4077 26.3941 -0.0208 -0.0311 -0.04
O 6.3569 1.2366 32.1795 -0.0025 0.0057 -0.0389
O 6.6602 2.3029 29.373 -0.0451 -0.015 -0.008
O 7.5219 -5.6639 22.3118 -0.0207 0.0311 -0.044
O 6.5123 15.5156 26.8193 -0.0044 0.0008 0.0406
O 3.3406 6.6252 28.4187 0.0318 0.0172 -0.0992

Results
free energy: -134618.143 eV
free energy less fixed offsets of O -570.45, Si -639.56 eV per atom: 3.377 eV

The program warned: the cutoff lies below the one the program advises for these potential files; the forces do not sum to zero within the program's tolerance; empty levels may hold ghost states of the PAW files; the exchange-correlation potential is rough where the density is thin.
